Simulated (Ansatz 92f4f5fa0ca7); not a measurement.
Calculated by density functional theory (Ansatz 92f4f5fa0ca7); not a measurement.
Periodic cell of 215 atoms, Si132O82B1, from a study of silicon, its oxide and their interface. The atomic structure is a simulated model.
Doubt: the cutoff is far below the 930 eV that the study's wrapper takes by default for these files, so forces and energies are approximate.
This geometry differs little from another in the collection (a relaxation step or a small displacement).

Settings: functional PBE; potential files Ansatz PAW; basis plane waves; wave-function cutoff 580 eV; density cutoff ratio 5; exchange-correlation grid ratio 1; k mesh 1 x 1 x 1, Gamma-centred; self-consistency stop 5e-08 eV per atom in the density residual; occupations fixed; spin none; net charge -1 e, with a uniform compensating background and no finite-size correction.

Cell vectors (angstrom)
a 10.938 0 0
b 0 10.938 0
c 0 0 31.5432

Atoms and the computed forces on them: element, x, y, z (angstrom), force x, y, z (eV/angstrom)
Si 10.437 0.571 24.3604 -0.0002 0.0077 0.0173
Si 6.0442 10.4972 24.166 0.0077 0.0015 0.0166
Si 2.1332 3.2439 24.1021 -0.0006 0.0011 0.0181
Si 8.706 2.2541 24.3234 -0.0021 -0.0068 0.0185
Si 0.5039 5.0475 24.1813 0.004 -0.0014 0.0163
Si 5.0552 5.8905 24.2133 -0.003 0.0036 0.0158
Si 3.3993 7.6455 24.1754 -0.0008 -0.0074 0.0163
Si 7.8305 8.8233 24.0155 -0.0042 -0.0076 0.0177
Si 1.3433 1.478 25.4778 0.0051 0.0011 -0.0008
Si 6.9207 1.2979 25.5139 -0.0029 0.0021 -0.001
Si 4.0291 4.0989 25.3457 -0.0033 -0.0028 -0.001
Si 9.6689 4.0932 25.4394 0.0023 0.0022 -0.0017
Si 1.4993 6.8117 25.3836 -0.0024 0.0012 0.0011
Si 6.8975 6.9432 25.269 0.0046 0.005 -0.0025
Si 4.232 9.5276 25.3616 -0.0013 0.0015 0.0023
Si 9.5295 9.6384 25.456 -0.0055 -0.0047 0.0006
Si 2.7834 0.0024 26.6659 -0.0038 0.0017 -0.0291
Si 8.2226 -0.0293 26.9636 -0.0013 -0.0051 0.0913
Si 0.0175 2.7698 26.9406 -0.0002 -0.0039 0.0855
Si 5.453 2.733 26.6872 0.0033 -0.0019 -0.026
Si 2.7606 5.4379 26.8575 0.0016 -0.0002 0.0582
Si 8.2318 5.5186 26.6576 0.0015 0.0008 -0.028
Si 0.0429 8.2067 26.6727 0.0071 0.0065 -0.0269
Si 5.5528 8.1989 26.8222 0.0033 -0.0031 0.0421
Si 4.1152 1.364 28.0935 -0.003 0.0049 0.0114
Si 9.5933 1.3686 28.2713 -0.0021 0.004 -0.1123
Si 1.3966 4.1231 28.2695 -0.0144 -0.0157 -0.1064
Si 6.8399 4.1296 28.0485 0.0024 -0.0055 0.0251
Si 4.1569 6.8216 28.1759 -0.0183 0.0055 -0.0497
Si 9.6054 6.8477 28.0804 -0.0067 -0.0004 0.0136
Si 1.3962 9.5855 28.0661 -0.0042 0 0.0248
Si 6.8477 9.5369 28.2773 0.0276 0.0275 -0.1049
Si 0.0528 -0.0261 29.5486 0.0015 -0.0094 0.0069
Si 5.4486 0.0197 29.528 0.0038 -0.0007 0.0194
Si 2.7756 2.7071 29.5459 0.0055 0.0003 0.016
Si 8.1716 2.7657 29.5109 -0.0024 0.0005 0.0061
Si -0.0067 5.5067 29.5349 0.0047 0.0028 0.0191
Si 5.5143 5.4498 29.5295 0.0001 -0.0028 -0.0015
Si 2.7437 8.215 29.4809 0.0051 -0.0128 -0.0031
Si 8.2564 8.1586 29.5565 0.0019 -0.0055 0.012
Si 1.3979 1.3547 30.9224 0.0069 -0.0077 -0.0007
Si 6.8192 1.3812 30.8929 -0.0095 0.013 0.0022
Si 4.1339 4.0879 30.9082 0.0047 -0.0067 0.0064
Si 9.5533 4.1208 30.8701 -0.0154 0.0078 -0.0035
Si 1.3776 6.8622 30.8867 -0.0066 0.0158 0.0028
Si 6.8712 6.804 30.9266 0.0071 -0.0065 -0.0014
Si 4.0925 9.5755 30.8734 -0.0108 0.0028 -0.0029
Si 9.6056 9.5482 30.9193 0.0141 -0.0024 0.0071
Si 2.7485 -0.0275 0.7423 0.0038 0.0003 0.0098
Si 8.18 -0.0215 0.7065 -0.0088 -0.0048 -0.0042
Si -0.0226 2.7455 0.6904 0.0015 0.0003 0.0027
Si 5.4848 2.735 0.7598 0.013 -0.0058 0.0036
Si 2.7473 5.4827 0.7096 -0.0041 0.0099 -0.0046
Si 8.2229 5.4297 0.7627 0.0083 -0.0066 0.0061
Si 0.0128 8.1779 0.763 0.0062 -0.0233 0.0042
Si 5.4673 8.2137 0.6977 -0.0009 0.0081 -0.0055
Si 4.1229 1.3366 2.0967 0.0045 0.0077 -0.0137
Si 9.5284 1.3741 2.0461 -0.0103 0.008 -0.0084
Si 1.3298 4.1342 2.0593 0.0009 0.019 -0.0014
Si 6.8393 4.0973 2.1467 -0.0223 -0.0202 -0.014
Si 4.1329 6.8411 2.0864 -0.027 -0.021 -0.0026
Si 9.5597 6.8149 2.1328 0.0096 0.0422 -0.0138
Si 1.385 9.5449 2.1106 -0.0125 -0.0084 -0.0121
Si 6.8437 9.5248 2.117 0.0043 0.025 -0.0128
Si -0.0733 -0.0321 3.3623 0.0484 0.0029 0.0876
Si 5.4755 -0.0313 3.5045 -0.0112 0.0082 -0.0266
Si 2.7161 2.7477 3.3529 0.0112 -0.0124 0.098
Si 8.1949 2.6911 3.5145 -0.0003 0.0125 -0.0263
Si -0.0197 5.4611 3.5319 0.0034 0.0013 -0.035
Si 5.6124 5.6243 3.4805 0.0822 0.047 0.1048
Si 2.7626 8.189 3.501 -0.0111 0.0053 -0.0282
Si 8.0696 8.028 3.5205 0.0032 -0.0926 0.1047
Si 1.2924 1.3645 4.6839 -0.0192 0.0089 -0.0473
Si 6.8425 1.3017 4.9233 0.0048 -0.0046 0.0133
Si 4.121 4.1737 4.6393 -0.0292 -0.0157 -0.0921
Si 9.4868 4.114 4.9011 -0.0279 0.0139 0.0949
Si 1.3565 6.8715 4.8978 0.0143 -0.0103 0.0078
B 6.8511 6.7961 4.6486 -0.1057 0.0715 0.1262
Si 4.1646 9.5058 4.9012 0.0116 -0.0151 0.0711
Si 9.5167 9.5078 4.7432 -0.0124 0.0026 -0.0795
Si 2.65 0.0167 6.0993 0.0128 -0.018 -0.0303
Si 8.2204 -0.1429 6.2686 0.0091 0.0133 0.0333
Si -0.0506 2.674 6.1889 0.0131 0.0016 -0.0117
Si 5.3843 2.776 6.076 0.0095 -0.02 0.0047
Si 2.7521 5.4319 6.1316 -0.0115 -0.0063 0.0372
Si 7.9662 5.6121 5.9889 0.0271 -0.0022 -0.1631
Si -0.0039 8.3014 6.2363 0.0213 0.0133 0.0079
Si 5.7172 7.9883 5.9597 0.0686 -0.0942 -0.1602
Si 3.4744 1.9375 7.1548 -0.0328 0.0405 -0.0088
Si 10.0236 0.8333 7.4459 -0.0048 -0.0011 -0.0319
Si 1.7658 3.6522 7.3214 -0.0032 -0.0118 -0.0439
Si 6.2239 4.5581 7.337 -0.0131 0.0225 0.0068
Si 4.6508 6.3144 7.1996 -0.0019 0.0159 -0.0274
Si 9.1479 7.1949 7.2777 -0.0333 -0.0302 -0.0041
Si 0.902 10.1662 7.5031 -0.0144 0.0123 -0.0106
Si 7.397 8.8642 7.4417 -0.0054 0.0129 -0.0151
O 4.5894 6.6877 8.8204 -0.0133 -0.0006 0.0298
O 1.3956 3.9635 8.9245 0.0022 0.0104 0.0321
O 9.6882 6.4872 8.6964 0.0148 0.0099 0.0254
O 1.298 10.133 9.1491 0.0097 -0.0049 0.0159
O 6.1145 4.2732 9.001 0.004 -0.0122 0.0093
O 3.6673 1.6337 8.7623 0.0146 -0.0116 0.0128
O 7.061 8.9487 9.0925 -0.0003 0.0119 0.0249
O 9.6613 1.0857 9.0569 -0.0082 0.0021 0.0249
O 8.246 2.5369 22.7574 -0.0037 0.0037 -0.0184
O 11.0012 5.536 22.6512 -0.0026 0.0037 -0.0171
O 5.6248 0.0798 22.6481 -0.0037 0.0041 -0.0155
O 5.2942 5.3905 22.6436 0.0035 -0.0029 -0.0154
O 2.1585 2.802 22.4893 0.002 -0.0062 -0.0207
O 3.3318 7.8508 22.5175 -0.0041 0.0046 -0.0164
O 8.3812 8.733 22.4291 0.0062 0.0006 -0.0186
O -0.1533 11.2243 22.7719 0.004 -0.004 -0.0139
Si 2.1425 2.9729 12.8623 0 0.0006 -0.0108
Si 8.6698 1.3037 10.3192 0.0068 -0.0013 -0.0195
Si 1.0516 4.4884 15.338 0.0008 -0.0004 -0.0035
Si 7.5484 5.5877 12.1815 -0.0008 0.0018 -0.0095
Si 2.4189 8.1736 21.2173 0.0033 -0.0018 0.0121
Si 5.4132 7.7917 12.4284 -0.0016 -0.0008 -0.0107
Si 9.2707 0.4513 15.4691 0.0004 0.0012 -0.0032
Si 2.9172 -0.0517 16.6515 0.001 -0.0002 0.0012
Si 10.4494 1.1634 12.5782 -0.0004 0.0015 -0.008
Si 7.765 2.8238 21.2472 0.0015 -0.0018 0.0149
Si 9.1288 8.7742 14.4133 -0.0001 -0.0012 -0.0058
Si 1.4851 4.7858 10.3212 0.0002 -0.0097 -0.0241
Si 4.483 9.477 19.1373 -0.0002 -0.001 0.0076
Si 11.0765 6.0896 21.1256 -0.0002 -0.0006 0.0145
Si 6.6146 10.439 14.824 0.0004 -0.0006 -0.0037
Si 5.3894 0.7233 21.1839 0.0017 -0.0019 0.0137
Si 2.3394 9.8329 10.3748 -0.0046 -0.0001 -0.0102
Si 0.4323 10.6321 21.4006 -0.0035 0.0018 0.0112
Si 5.8489 5.2501 21.1361 -0.0012 0.0012 0.0139
Si 3.6578 7.1032 10.0561 0.0117 -0.0105 -0.019
Si 9.0343 5.6886 14.8339 -0.0007 0 -0.0055
Si 3.6557 4.0824 19.0908 -0.0008 -0.0014 0.0091
Si 10.0285 3.6558 19.3222 -0.0003 0.001 0.008
Si 4.2549 8.6574 15.3292 0 -0.0004 -0.0032
Si 0.4489 1.905 17.1553 -0.0002 0.0006 0.0026
Si 6.7959 7.5285 19.2597 0.0015 0.0013 0.0069
Si 5.2554 3.6168 16.7355 0.0001 -0.0013 0.0002
Si 7.782 5.0081 17.5268 0.0007 0.0015 0.0038
Si 6.6384 9.9226 10.3224 0.0034 -0.0086 -0.0143
Si 4.3646 1.0815 10.0882 -0.003 0.0006 -0.0094
Si -0.0494 9.0827 11.853 0 -0.0009 -0.0082
Si 9.1029 8.626 20.9593 -0.0026 0.0013 0.0139
Si 4.5459 1.664 14.5667 -0.0016 0.0006 -0.0032
Si 2.4482 2.085 21.0575 -0.0027 0.0033 0.0155
Si 6.3341 3.3656 10.3291 0.0055 0.0055 -0.0098
Si 3.4266 5.9092 16.7186 0.0001 -0.0008 0.0013
Si 9.8782 6.5372 10.299 0.0036 -0.0059 -0.0139
O 0.1148 2.6149 18.5855 0.0008 -0.0013 -0.0034
O 2.9262 9.626 15.57 0.0002 -0.0005 0.0002
O 10.8579 4.8025 20.1429 -0.0012 -0.0031 -0.0058
O 7.5645 2.4021 9.9012 0.0005 0.0001 0.0062
O 10.9437 5.3674 10.768 -0.0024 0.002 0.0073
O 6.5945 6.7442 12.8436 0.0013 -0.0002 0.0033
O 10.3303 8.0714 10.7029 0.0014 0.0068 0.0075
O 7.6607 9.4519 13.971 -0.0001 0.0003 0.0033
O 8.4357 6.2319 10.9868 -0.0017 -0.0008 0.006
O 5.3514 10.4821 20.0724 -0.0005 -0.0017 -0.0055
O 2.1678 3.7584 11.4224 0.0012 -0.0027 0.0114
O 7.9791 8.5387 19.77 -0.0024 -0.0012 -0.0055
O 6.2063 6.7279 20.5576 0.0009 0.0014 -0.0052
O 5.5029 2.7095 15.4038 -0.0001 -0.0002 0.0014
O 1.3062 0.9266 20.7116 0.0001 -0.0004 -0.0044
O 6.0422 9.0671 11.5984 -0.0021 0.0002 0.0028
O 4.6175 4.9822 16.1054 -0.0011 0.0011 0.0007
O 6.5944 3.8966 17.6286 -0.0002 0 -0.0015
O 10.4917 10.6595 11.8184 0.0001 -0.0003 0.0056
O 5.5769 0.497 13.9815 0.0003 -0.0005 0.0029
O 8.0135 5.1027 15.9339 -0.0003 -0.0003 0.0006
O 9.7539 9.8162 15.5177 -0.0002 -0.0003 0.0017
O -0.4082 5.1467 15.1327 0.0012 0.0003 0.0013
O 1.5724 6.8281 20.8062 0.0001 0.0002 -0.0038
O 1.5051 0.6295 17.1758 -0.0005 0.0003 -0.0003
O 6.5993 1.7599 20.8165 0.0001 0.0001 -0.0041
O 1.0009 1.7941 12.7971 -0.0015 -0.0018 0.0038
O 3.2398 5.4922 18.3146 0.0003 0.0006 -0.0034
O 9.5026 2.0063 11.5575 0.0011 -0.0009 0.0071
O 1.0029 3.0914 16.1822 -0.0002 0 0.0006
O 8.5674 5.1394 13.3785 0.0002 0 0.0041
O 10.2454 8.5325 13.2469 -0.0012 0.0013 0.0039
O 1.4499 9.3954 21.6793 0.0008 -0.0005 -0.0033
O 10.0776 9.9318 20.6265 0.0015 0.0004 -0.005
O 3.1756 0.2347 10.8791 0.0023 0.0007 0.0027
O 5.0684 2.398 10.7962 -0.0019 -0.0029 0.0015
O 1.72 4.1394 13.9091 -0.0015 0.0009 0.0052
O 7.9124 10.8509 10.79 -0.0033 0.0013 0.0043
O 9.1312 4.4578 18.2278 -0.0013 0.0005 -0.0028
O 5.6356 9.4839 15.7465 0.0003 0.0002 0.0011
O 5.5135 -0.0044 9.73 -0.0036 0.0039 0.0049
O 3.5787 2.3083 13.3909 -0.0004 0 0.0021
O 1.9733 5.6312 16.041 -0.0005 -0.0004 -0.0002
O 9.7082 1.0845 14.029 0 -0.0005 0.0028
O 4.4088 6.9364 11.4855 0.0024 0.0034 0.0085
O 4.7501 4.4947 20.2138 -0.0023 -0.001 -0.0055
O 9.9535 1.314 16.6464 -0.0006 -0.0005 0.0002
O 6.685 4.321 11.6197 -0.0006 -0.0015 0.0022
O 5.5877 8.3999 18.5826 -0.0001 -0.0002 -0.0025
O 9.0714 2.7327 20.2721 0.0024 0.0008 -0.0058
O 3.6048 1.1253 15.7784 0.0005 0.0008 0.0003
O 4.2156 3.0751 17.9023 0.0007 0.0008 -0.0025
O 9.9208 7.2138 20.9022 0.0004 0 -0.004
O 3.3465 8.6852 9.8223 -0.0001 0.0059 0.0065
O 3.9284 7.4163 16.3485 -0.0002 -0.0004 0.0003
O 7.6365 0.4632 15.6838 0.0001 -0.0003 0.0008
O 8.9232 7.3028 15.0389 -0.0002 0.0001 0.0018
O 3.9347 1.4386 21.1503 -0.0006 0.0006 -0.0049
O 1.5788 9.1601 11.682 -0.0022 0.0006 0.0048
O 2.3526 6.1475 10.1194 -0.0014 0.0033 0.0069
O 7.3486 6.4501 18.1611 0.0002 -0.0022 -0.0024
O 7.2113 4.3547 21.124 -0.0004 0.0013 -0.005
O 4.5401 8.2325 13.7644 -0.0006 0.0007 0.0035
O 3.335 8.6517 19.9603 0.0018 0.0015 -0.0053
O 2.4935 3.2363 19.8768 0.0014 0.0022 -0.0061
O 3.7417 10.3505 17.9654 -0.0013 0.0009 -0.0031

Results
free energy: -130700.180 eV
free energy less fixed offsets of B -154.04, O -568.88, Si -635.61 eV per atom: 2.540 eV

The program warned: the cutoff lies below the one the program advises for these potential files; the forces do not sum to zero within the program's tolerance; the exchange-correlation potential is rough where the density is thin.
